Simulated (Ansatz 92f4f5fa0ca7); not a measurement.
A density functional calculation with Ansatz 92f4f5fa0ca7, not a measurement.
Periodic cell of 223 atoms, Si132O90B1, from a study of silicon, its oxide and their interface. The atomic structure is a simulated model.
Doubt: the cutoff is far below the 930 eV that the study's wrapper takes by default for these files, so forces and energies are approximate.
This geometry differs little from another in the collection (a relaxation step or a small displacement).

Settings
functional: PBE
potential files: Ansatz PAW
basis: plane waves
wave-function cutoff: 580 eV
density cutoff ratio: 5
exchange-correlation grid ratio: 1
k mesh: 1 x 1 x 1, Gamma-centred
self-consistency stop: 5e-08 eV per atom in the density residual
occupations: fixed
spin: none
net charge: -1 e, with a uniform compensating background and no finite-size correction

Cell vectors (angstrom)
a 10.938 0 0
b 0 10.938 0
c 0 0 32.1988

Atoms: element, x, y, z (angstrom)
Si 10.5811 0.2544 24.9009
Si 5.7383 10.6551 24.7804
Si 2.4587 2.921 24.6857
Si 8.444 2.5244 24.9025
Si 0.2099 5.1419 24.8334
Si 5.2127 5.77 24.7702
Si 2.9454 7.9981 24.6424
Si 7.9123 8.3757 24.8141
Si 1.3112 1.4002 26.0784
Si 6.8509 1.3073 26.1178
Si 4.0446 4.1139 25.9896
Si 9.4553 4.205 26.2387
Si 1.389 6.8141 26.0035
Si 6.9128 6.7067 26.1832
Si 4.11 9.5194 26.0379
Si 9.4559 9.574 26.1413
Si 2.723 -0.0062 27.3621
Si 8.1594 -0.0199 27.5631
Si -0.043 2.7666 27.4823
Si 5.4877 2.7908 27.3694
Si 2.7264 5.4653 27.4369
B 8.1798 5.4704 27.3672
Si -0.0608 8.1339 27.3778
Si 5.4854 8.1525 27.4423
Si 4.1029 1.3896 28.7346
Si 9.5751 1.3634 28.8396
Si 1.3539 4.1065 28.8101
Si 6.99 4.2639 28.568
Si 4.1052 6.8183 28.802
Si 9.3852 6.6639 28.5735
Si 1.338 9.5405 28.7278
Si 6.7876 9.5367 28.8525
Si 0.0143 -0.0296 30.1489
Si 5.4294 0.017 30.1489
Si 2.7386 2.7292 30.139
Si 8.169 2.7984 30.0733
Si -0.0781 5.4927 30.0715
Si 5.5319 5.4331 30.083
Si 2.7158 8.2048 30.1161
Si 8.2228 8.1253 30.0925
Si 1.3785 1.3513 31.5123
Si 6.8321 1.4045 31.4531
Si 4.1382 4.0956 31.4704
Si 9.5614 4.1004 31.4827
Si 1.3227 6.8375 31.4388
Si 6.8442 6.8146 31.5025
Si 4.0721 9.5714 31.5048
Si 9.5685 9.5246 31.4735
Si 2.7363 -0.0062 0.702
Si 8.1964 0.0059 0.6041
Si -0.0074 2.7328 0.6597
Si 5.4835 2.7311 0.6678
Si 2.7302 5.4891 0.5931
Si 8.2142 5.4506 0.6846
Si 0.0077 8.1852 0.6617
Si 5.4685 8.2045 0.6571
Si 4.1335 1.3643 2.0455
Si 9.5582 1.3419 2.0118
Si 1.3827 4.1319 1.9836
Si 6.8505 4.0791 2.0526
Si 4.0917 6.8279 2.0105
Si 9.5849 6.8303 2.0385
Si 1.3736 9.5378 2.0435
Si 6.8323 9.6051 2.0058
Si -0.0129 -0.0309 3.3695
Si 5.4951 0.0067 3.4482
Si 2.7683 2.7859 3.3414
Si 8.1984 2.6862 3.4264
Si 0.0303 5.4702 3.4062
Si 5.4707 5.4676 3.3797
Si 2.7682 8.1991 3.4256
Si 8.2035 8.231 3.3518
Si 1.3871 1.3936 4.6039
Si 6.849 1.3427 4.8915
Si 4.1532 4.0874 4.7809
Si 9.5801 4.0783 4.7375
Si 1.4152 6.8278 4.7999
Si 6.8191 6.8913 4.6977
Si 4.1385 9.573 4.8268
Si 9.551 9.549 4.7685
Si 2.7447 0.1102 6.034
Si 8.2066 -0.0655 6.2557
Si 0.0288 2.6733 6.0282
Si 5.4794 2.7249 6.2705
Si 2.8144 5.4768 6.1662
Si 8.1696 5.4814 6.01
Si 0.0112 8.1845 6.1327
Si 5.5308 8.2187 6.2175
Si 3.842 1.5676 7.573
Si 9.84 1.1407 7.4319
Si 1.6331 3.7966 7.2932
Si 6.6518 4.4176 7.4559
Si 4.4062 6.6307 7.5259
Si 9.366 6.9435 7.3768
Si 1.1402 9.9176 7.2702
Si 7.1659 9.2189 7.6506
O 8.3209 8.0824 7.9161
O 2.7257 2.7329 7.9286
O 9.5396 1.4109 24.3023
O 4.1026 6.8851 24.1795
O 0.0288 0.0239 7.9397
O 5.5245 5.5054 8.0216
O 6.8212 9.5085 24.2379
O 1.3093 4.0357 24.2161
O 3.8573 7.3872 8.9211
O 0.8403 4.3654 8.6095
O 9.8196 6.1486 8.766
O 2.1082 9.3837 8.4883
O 7.5105 3.9228 8.785
O 4.2672 0.9287 9.0588
O 6.7409 9.5485 9.2186
O 9.2117 1.8537 8.7895
O 7.7383 3.184 23.5589
O 10.4707 5.8115 23.4831
O 5.0835 0.4124 23.4293
O 5.8853 5.1196 23.3989
O 3.0923 2.2053 23.3097
O 2.2975 8.7166 23.2638
O 8.5845 7.7176 23.4412
O 0.2529 10.3892 23.607
Si 4.3934 1.5759 22.5297
Si 3.4897 7.934 14.0333
Si 7.123 0.9653 14.6725
Si 0.9387 9.3534 22.5807
Si 1.1744 4.3105 11.875
Si 6.2621 8.9716 15.3287
Si 0.6749 1.3665 12.2963
Si 8.6208 4.9579 20.5513
Si 0.3279 5.7038 9.3464
Si 5.0958 3.1211 17.9498
Si 0.8792 3.741 16.7532
Si 10.3972 2.8412 19.2528
Si 5.2778 1.1835 10.3328
Si 0.885 0.1665 19.8862
Si 6.6463 9.4601 10.8506
Si 9.3401 9.6849 18.3358
Si 9.3887 9.2474 12.5721
Si 6.5847 3.8623 22.6468
Si 2.4391 8.0705 9.3647
Si 10.5914 7.3706 17.0887
Si 2.5124 6.2965 16.5846
Si 10.1749 4.491 14.1889
Si 6.1328 9.1956 18.5279
Si 7.9712 2.5718 9.5608
Si 8.8758 2.147 12.4435
Si 5.344 6.2487 18.0742
Si 3.9246 0.5707 19.5099
Si 4.2745 3.8374 12.047
Si 5.5448 6.6046 12.1385
Si 8.0145 2.5049 17.2342
Si 4.3582 2.4806 14.9687
Si 1.5414 1.2097 15.2569
Si 1.5707 9.4118 12.0364
Si 8.0492 6.8536 13.8742
Si 10.3788 9.8361 15.4926
Si 9.7882 6.9976 22.618
Si 8.1179 5.4855 17.4418
O 6.0475 7.9578 11.2886
O 6.0119 9.2127 16.9064
O 7.683 1.3653 13.1998
O 0.8924 1.7435 13.8674
O 9.4398 6.2471 16.8987
O 6.764 6.203 13.1362
O 5.1319 4.6624 18.6089
O 9.224 2.1506 18.2917
O 2.3699 0.106 19.1183
O 9.4113 10.235 16.7707
O 2.7846 4.4334 11.7088
O 5.0668 10.3316 19.1255
O 9.4218 3.2494 13.4821
O 0.4467 1.7579 19.986
O 3.1558 1.3553 15.0556
O 8.1659 5.3853 19.052
O 3.8995 6.5981 17.3888
O 4.5653 3.2788 16.3916
O 9.062 5.6691 14.3217
O 5.4606 2.7655 22.2117
O 10.673 4.1367 15.6832
O 0.3381 3.8514 18.2878
O 10.4271 10.518 19.2254
O 9.6432 10.026 14.0322
O 10.8836 8.124 22.1748
O 1.2012 2.1615 16.5273
O 9.7294 3.7539 20.4273
O 8.1393 4.0361 16.7061
O -0.0438 9.1034 11.9064
O 6.5789 2.4134 18.0065
O 5.5816 10.7169 11.1828
O 7.7479 9.5985 18.847
O 10.0261 1.024 12.0593
O 1.3066 6.9591 9.0682
O 0.6194 4.77 13.3469
O 5.7002 7.63 18.9882
O 5.2327 5.0885 11.5226
O 2.7135 6.9896 15.1211
O 0.9089 2.7427 11.467
O 0.8616 10.6825 15.549
O 2.4034 8.5903 10.9042
O 4.6965 2.4343 11.2646
O 4.2485 3.5066 13.679
O 2.1902 4.6895 16.4939
O 10.699 8.2475 15.7037
O 6.9279 10.2976 14.6801
O 2.3429 8.9531 13.4207
O 8.0376 1.5324 15.9137
O 4.1311 7 12.8614
O 4.1751 2.015 18.7376
O 7.2871 4.4111 21.2865
O 8.4082 2.9218 11.0936
O 1.1861 6.878 17.3678
O 5.6582 1.5836 14.7624
O 8.1307 9.7532 11.5889
O 9.2112 6.2881 21.2658
O 8.9597 7.7161 12.8633
O 1.6484 0.1196 11.8751
O 6.6567 6.1546 17.0792
O 7.3891 7.8057 15.0432
O 1.1999 10.2623 21.2436
O 10.0281 8.2041 18.3616
O 3.9671 0.877 21.1112
O 0.3287 5.3279 10.9212
O 6.6977 1.5722 9.6328
O 4.7749 8.7145 14.6871

Results
free energy: -135250.460 eV
free energy less fixed offsets of B -154.04, O -568.88, Si -635.61 eV per atom: 3.300 eV

Forces (eV/angstrom), in the order of the atoms: element, x, y, z
Si -0.0299 0.0283 -0.2576
Si 0.0112 -0.0405 -0.2224
Si -0.0557 0.0384 -0.2172
Si -0.0054 -0.0441 -0.2213
Si 0.0135 0.0221 -0.1699
Si -0.0006 -0.0062 -0.1746
Si 0.0499 -0.009 -0.1694
Si -0.0095 0.0354 -0.2275
Si 0.0182 -0.0003 0.0084
Si -0.0431 0.0633 0.0913
Si 0.0616 -0.0464 0.1047
Si -0.0295 0.0366 -0.001
Si -0.0558 0.0402 0.0916
Si 0.0018 -0.0183 0.0053
Si -0.0085 -0.0004 -0.0062
Si 0.0587 -0.0674 0.1022
Si 0.0059 -0.0058 0.0813
Si 0.0012 0.0106 -0.0371
Si 0.0191 -0.0089 0.0067
Si 0.0257 0.0289 -0.023
Si -0.006 -0.001 -0.0127
B 0.0384 -0.0195 -0.1823
Si -0.018 -0.0168 -0.0287
Si -0.0182 0.0237 0.0203
Si -0.0182 -0.0061 -0.0209
Si -0.0073 0.0183 0.0822
Si -0.0162 0.0415 0.0631
Si -0.1437 -0.1217 0.049
Si 0.0232 -0.026 0.0472
Si 0.1306 0.099 0.0488
Si 0.0121 0.0046 -0.0246
Si -0.0287 -0.0363 0.0883
Si 0.0049 0.0105 -0.0109
Si 0.004 -0.0229 -0.0179
Si 0.0033 -0.0148 -0.0086
Si 0.0611 0.0203 -0.0132
Si -0.0163 -0.0602 -0.0216
Si 0.0137 0.0596 -0.0153
Si -0.0003 0.0123 -0.0058
Si -0.065 -0.0053 -0.0155
Si -0.0098 0.0096 0.0165
Si -0.0247 0.0074 -0.0067
Si 0.0051 -0.0165 -0.0026
Si 0 -0.0023 -0.0121
Si -0.0028 0.0198 -0.0034
Si -0.0038 -0.0031 -0.0072
Si 0.0092 -0.0049 0.0122
Si 0.0212 -0.0082 -0.0028
Si 0.0047 -0.0014 -0.0072
Si -0.004 -0.007 0.0063
Si 0.0034 0.0005 -0.0079
Si 0.0011 0.0023 0.0098
Si 0.0006 0.0018 0.009
Si -0.001 -0.0014 -0.0115
Si -0.0013 -0.0012 0.0108
Si 0.0037 0 -0.0029
Si -0.0231 -0.0026 0.0113
Si 0.0115 0.0168 -0.0002
Si 0.0071 -0.0273 0.0193
Si -0.0005 0.0205 -0.0047
Si 0.0015 0.0063 -0.0039
Si -0.0107 -0.0044 0.006
Si -0.0103 0.0232 0.0061
Si 0.0016 -0.0185 0.0074
Si -0.0369 -0.0636 -0.0482
Si 0.0242 0.0111 0.0338
Si 0.045 0.0706 -0.0685
Si -0.0302 -0.0408 0.0268
Si 0.021 0.0176 0.0133
Si -0.0072 -0.0153 -0.0356
Si 0.022 -0.001 0.0329
Si 0.0042 0.0244 -0.0598
Si 0.0032 0.0011 0.0747
Si 0.0068 0.0086 -0.0334
Si -0.0171 -0.0236 0.0368
Si 0.0115 0.0061 -0.0202
Si -0.0126 -0.0156 -0.0108
Si -0.0092 -0.0038 0.0145
Si -0.011 -0.0111 -0.0447
Si 0.018 0.0153 0.0374
Si -0.0057 -0.0164 -0.0173
Si -0.0005 0.0061 -0.0414
Si -0.0088 0.007 -0.0256
Si 0.007 0.0089 -0.0363
Si -0.0015 -0.0017 -0.0432
Si 0.0015 -0.0071 -0.0142
Si 0.0089 0.0108 -0.0302
Si -0.0036 0.0046 -0.0218
Si 0.0087 0.0053 0.0914
Si -0.0181 -0.0185 0.0606
Si 0.0192 0.0138 0.0556
Si 0.0059 -0.0354 0.0381
Si -0.0196 0.0022 0.0688
Si 0.0216 -0.0121 0.0613
Si 0.01 -0.0187 0.0253
Si 0.0103 0.0116 0.1312
O -0.0154 -0.0119 -0.0097
O -0.0259 0.0026 0.0224
O 0.0404 0.0795 0.2197
O 0.0715 0.0303 0.1157
O 0.0031 0.0173 0.0195
O 0.0064 0.0207 0.012
O -0.041 -0.0823 0.1767
O -0.0602 -0.0463 0.152
O 0.0408 -0.0339 -0.022
O 0.0232 -0.0324 -0.0315
O -0.0364 0.026 -0.0179
O -0.0186 0.035 -0.012
O -0.0254 0.0447 -0.0157
O -0.0364 0.0088 -0.0718
O 0.0111 -0.0078 -0.0984
O 0.0436 -0.0305 -0.0327
O 0.0607 -0.038 0.0739
O 0.034 -0.0491 0.0645
O 0.0448 -0.049 0.0781
O -0.0323 0.0476 0.0581
O -0.038 0.0373 0.0732
O 0.031 -0.0323 0.055
O -0.0544 0.0345 0.0685
O -0.0488 0.0577 0.0822
Si 0.0093 -0.003 -0.0275
Si 0.0026 -0.0007 -0.014
Si -0.0037 -0.0067 -0.0093
Si -0.0117 0.0079 -0.0232
Si 0.0058 -0.0099 -0.0415
Si 0.0082 0.0043 -0.0072
Si -0.0046 -0.0011 -0.0477
Si 0.0217 -0.027 0.035
Si 0.026 0.0025 -0.0222
Si 0.0083 0.0084 0.0305
Si 0.0029 -0.0026 0.0047
Si 0.0037 -0.0105 0.0353
Si 0.0133 0.0165 -0.0176
Si -0.0324 0.0294 0.0221
Si 0.011 -0.0195 0.0071
Si -0.012 -0.007 0.0336
Si 0.011 -0.005 -0.0359
Si -0.0087 -0.0097 -0.0057
Si -0.0249 0.0021 -0.0203
Si -0.0065 0.0021 0.0133
Si -0.0027 -0.0003 0.0169
Si -0.0045 0.0076 -0.0147
Si 0.0124 -0.0089 0.048
Si -0.0208 -0.0111 -0.0096
Si 0.0097 -0.01 -0.0204
Si -0.0006 0.0083 0.0362
Si 0.0085 -0.0129 -0.004
Si -0.0027 0.0115 -0.0471
Si -0.0028 -0.0087 -0.0534
Si -0.0004 0.0042 0.0173
Si 0.0008 -0.0088 -0.0011
Si 0.0012 -0.0038 -0.0047
Si -0.0183 0.0092 -0.0359
Si 0.0032 0.0033 -0.0213
Si -0.0024 -0.0026 0.003
Si 0.0106 0.0013 -0.0019
Si -0.0056 0.0065 -0.0057
O 0.0062 0.0262 0.0194
O -0.0008 -0.0004 -0.0133
O 0.0102 0.0098 0.0043
O -0.0066 0.0022 -0.0025
O -0.0003 -0.001 -0.0003
O -0.0144 -0.0004 0.019
O 0.0002 -0.0075 -0.0206
O 0.0035 0.0012 -0.0155
O 0.0032 0.0006 -0.0132
O 0.0058 0.0016 -0.0089
O -0.004 0.0029 0.0363
O -0.0125 0.0133 -0.021
O -0.0062 -0.0101 0.0132
O 0.0061 -0.0009 -0.0327
O 0.0009 0.0023 0.0105
O 0.0003 -0.0002 -0.0005
O -0.0057 -0.0016 -0.0159
O -0.0044 -0.0045 -0.0091
O 0 -0.0009 0.0139
O 0.0087 0.0086 -0.0182
O -0.0038 -0.001 -0.0048
O 0 0.0016 -0.0153
O 0.0166 0.0026 -0.0184
O -0.0051 -0.0037 -0.0026
O -0.0118 -0.009 -0.0194
O 0.0003 -0.0034 -0.0008
O -0.014 0.0185 -0.0222
O 0.0031 0.0003 0.0057
O 0.0128 -0.0003 0.0321
O -0.0013 -0.0014 -0.015
O -0.0002 0.0088 0.0215
O -0.0007 0.0005 -0.0277
O -0.0032 0.0045 0.0314
O -0.0037 -0.0025 0.035
O 0.0119 -0.0018 0.0075
O 0.001 -0.0003 -0.0355
O -0.0011 -0.0045 0.0367
O 0.0052 0.0071 -0.005
O 0.0025 0.0087 0.032
O 0.0031 0.0031 0.005
O 0.0168 -0.021 -0.0138
O 0.0113 -0.0357 0.0133
O -0.001 0.0127 -0.0043
O -0.0025 -0.0011 0.002
O -0.0001 0.0031 0.0052
O 0.0021 0.0059 0.0127
O -0.0077 0.0068 0.0101
O -0.0017 -0.0053 -0.0053
O 0.0104 -0.0084 0.0182
O -0.0069 -0.0071 -0.0091
O -0.0303 -0.0179 0.0135
O -0.0152 0.0039 -0.0145
O 0.0043 -0.0022 -0.0123
O -0.0025 0.0043 0.0092
O -0.0313 0.0056 0.012
O 0.0177 0.034 0.0102
O 0.0025 0.0087 0.021
O 0.0059 -0.0052 0.0337
O 0.004 -0.0006 -0.0011
O 0.0039 -0.0066 0.0044
O 0.0039 -0.0416 0.029
O 0.0033 -0.0004 -0.0144
O 0.0114 0.0265 0.0361
O -0.0101 0.0207 -0.0111
O 0.0133 0.0069 0.0277
O -0.0115 -0.0022 0.0071

The program warned: the cutoff lies below the one the program advises for these potential files; the forces do not sum to zero within the program's tolerance; the exchange-correlation potential is rough where the density is thin.
